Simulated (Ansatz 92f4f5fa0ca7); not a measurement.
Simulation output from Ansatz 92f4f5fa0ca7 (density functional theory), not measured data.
Periodic cell of 215 atoms, Si132O82As1, from a study of silicon, its oxide and their interface. The atomic structure is a simulated model.
Doubt: the cutoff is far below the 930 eV that the study's wrapper takes by default for these files, so forces and energies are approximate.
This geometry differs little from another in the collection (a relaxation step or a small displacement).

Settings
functional: PBE
potential files: Ansatz PAW
basis: plane waves
wave-function cutoff: 580 eV
density cutoff ratio: 5
exchange-correlation grid ratio: 1
k mesh: 1 x 1 x 1, Gamma-centred
self-consistency stop: 5e-08 eV per atom in the density residual
occupations: fixed
spin: none
net charge: +1 e, with a uniform compensating background and no finite-size correction

Cell vectors (angstrom)
a  10.938  0  0
b  0  10.938  0
c  0  0  31.5432

Atoms and the computed forces on them: element, x, y, z (angstrom), force x, y, z (eV/angstrom)
Si  10.4445  0.5776  24.3252  -0.0047  0.0048  0.025
Si  6.0435  10.506  24.1327  0.0061  -0.005  0.0276
Si  2.1331  3.2451  24.0642  0.0002  0.0066  0.0284
Si  8.6945  2.2519  24.2942  0.0078  -0.0081  0.0276
Si  0.5056  5.0528  24.1398  0.0047  -0.0079  0.028
Si  5.0546  5.8856  24.179  -0.0056  0.011  0.0281
Si  3.4041  7.657  24.1474  0.0056  -0.0062  0.0278
Si  7.8293  8.8332  23.9612  -0.0094  -0.0004  0.0279
Si  1.3462  1.4837  25.4477  0.0012  -0.0051  -0.0119
Si  6.9207  1.2942  25.4967  -0.0042  0.0027  -0.0138
Si  4.0261  4.0978  25.3147  -0.0004  0.0005  -0.0083
Si  9.6904  4.0824  25.4077  -0.0084  0.0071  -0.0108
Si  1.5123  6.7957  25.3577  0.0026  -0.0001  -0.0108
Si  6.8903  6.9677  25.2234  0.0026  -0.0062  -0.0056
Si  4.2367  9.5336  25.3365  -0.0016  -0.0017  -0.0082
Si  9.5086  9.6512  25.4223  0.0052  -0.0024  -0.0131
Si  2.7839  0.0077  26.6292  -0.0046  -0.0016  0.0043
Si  8.2263  -0.0227  26.9452  -0.0069  -0.0094  0.0389
Si  0.0188  2.7605  26.9157  0.0062  0.0004  0.0367
Si  5.448  2.7313  26.653  0.001  0.0017  0.0043
Si  2.7696  5.4355  26.8354  0.0014  -0.0011  0.0256
Si  8.1891  5.4816  26.5731  -0.003  -0.0001  -0.0013
Si  0.0823  8.255  26.5979  -0.0021  0.003  0.0025
Si  5.5522  8.1969  26.7904  0.0027  0.0008  0.0207
Si  4.1097  1.3665  28.0684  0.0001  -0.0042  -0.0033
Si  9.5964  1.3696  28.2423  0.0026  0.0064  -0.0134
Si  1.4038  4.1107  28.226  -0.0082  0.0045  -0.0181
Si  6.8282  4.1248  28.0297  -0.0036  0.0017  -0.0067
Si  4.1623  6.8217  28.1428  0.0011  -0.0013  -0.0171
As  9.5985  6.8501  28.0464  0.0047  0.004  0.0049
Si  1.4047  9.6  28.0546  0.0045  0.0018  -0.0091
Si  6.8403  9.5431  28.2305  0.0106  0.0068  -0.02
Si  0.0562  -0.0162  29.5292  -0.007  0.0073  0.0031
Si  5.4436  0.0155  29.4981  0.004  -0.0046  0.0036
Si  2.773  2.7036  29.5315  -0.0035  0.0042  0.0004
Si  8.1696  2.7668  29.4747  0.0095  -0.0079  0.0075
Si  0.0219  5.4684  29.5474  0.0041  -0.0028  0.0118
Si  5.5044  5.4464  29.505  -0.0036  0.0068  0.0023
Si  2.7583  8.2178  29.4436  0.0044  -0.0054  0.0078
Si  8.2169  8.1987  29.582  -0.0032  0.0013  0.0075
Si  1.3994  1.3551  30.9128  0.0056  -0.0061  -0.0026
Si  6.8144  1.3823  30.8439  -0.0057  0.0042  -0.0026
Si  4.1295  4.0843  30.8895  0.0059  -0.0044  -0.0016
Si  9.5321  4.1124  30.8586  -0.0016  0.0044  -0.0047
Si  1.3842  6.8835  30.8448  -0.007  0.0007  -0.0042
Si  6.8602  6.7838  30.914  0.0036  -0.0018  -0.0033
Si  4.09  9.5792  30.8515  -0.0044  0.0062  -0.0037
Si  9.6264  9.5587  30.911  -0.0004  -0.0063  -0.0035
Si  2.7512  -0.03  0.7312  0.0037  -0.0047  0.0019
Si  8.1749  0.0035  0.6663  0.0014  0.0049  0.0008
Si  -0.0223  2.7477  0.6777  -0.0105  0.005  -0.0003
Si  5.4792  2.7089  0.7225  0.0057  -0.0022  0.002
Si  2.716  5.4736  0.6681  -0.0056  0.0082  -0.001
Si  8.219  5.4316  0.7554  0.0049  -0.0034  0.0034
Si  0.0387  8.1807  0.7383  0.006  -0.0051  0.0038
Si  5.4657  8.2176  0.6731  -0.0041  -0.0011  -0.001
Si  4.1198  1.3335  2.088  -0.0022  0.0019  -0.0089
Si  9.5245  1.3792  2.033  0.0057  -0.0089  -0.0008
Si  1.3211  4.134  2.0522  0.005  -0.0051  -0.0017
Si  6.8482  4.0463  2.1023  -0.0047  0.0047  -0.0125
Si  4.0737  6.8608  2.0283  0.0078  -0.0062  -0.0023
Si  9.6083  6.7991  2.0916  -0.0053  0.0053  -0.006
Si  1.39  9.55  2.1064  -0.0046  0.0018  -0.0123
Si  6.8259  9.572  2.067  0.0009  -0.0003  -0.0033
Si  -0.0531  -0.0077  3.3529  -0.001  0.0109  0.0125
Si  5.4706  -0.0239  3.5091  -0.0001  0.0012  0.0035
Si  2.6889  2.7229  3.344  0.0047  0.006  0.0259
Si  8.1907  2.6786  3.5217  0.0015  -0.0033  0.005
Si  -0.0124  5.4559  3.5437  -0.0061  0.0044  0.0042
Si  5.4443  5.4716  3.335  -0.006  0.0008  0.0159
Si  2.7499  8.189  3.5086  -0.0012  -0.0014  0.0042
Si  8.2231  8.185  3.3861  0.0054  -0.0114  0.0159
Si  1.2856  1.369  4.6832  -0.0035  -0.0018  -0.0292
Si  6.84  1.2946  4.9372  0.0006  0.0003  0.0001
Si  4.0537  4.1165  4.6551  -0.0046  -0.0032  -0.0379
Si  9.5316  4.0567  4.9162  0.0027  0.0006  -0.0027
Si  1.3585  6.8651  4.9147  0.0012  -0.0017  0.0002
Si  6.832  6.7998  4.6926  -0.0005  0.0036  -0.0254
Si  4.1084  9.5577  4.9126  0.0013  -0.0015  0.0006
Si  9.5693  9.5671  4.7581  -0.0039  0.0005  -0.018
Si  2.6118  0.0403  6.1106  0.0082  -0.0045  0.0125
Si  8.2261  -0.1401  6.2852  -0.0017  0.0024  0.0079
Si  -0.0237  2.6437  6.2123  -0.0035  0.0005  0.0129
Si  5.3704  2.7652  6.078  0.0063  -0.0102  0.0093
Si  2.7491  5.4252  6.155  -0.0034  0.0055  0.0123
Si  8.0887  5.4358  6.1901  0.0023  -0.0046  0.0068
Si  -0.0062  8.2976  6.2434  0.0038  -0.0036  0.0019
Si  5.5685  8.1462  6.1678  -0.0034  0.0023  0.0119
Si  3.4673  1.9395  7.1877  -0.0007  0.0039  -0.0128
Si  10.0192  0.8251  7.487  0.0024  0.0016  -0.0207
Si  1.7628  3.6551  7.3634  0.0039  -0.0041  -0.0247
Si  6.2035  4.52  7.3928  0.0004  0.0039  -0.0183
Si  4.6365  6.3061  7.2682  -0.0012  -0.0004  -0.0181
Si  9.1647  7.1839  7.3361  -0.0051  0.007  -0.0142
Si  0.8912  10.1551  7.5335  -0.0061  0.0012  -0.0185
Si  7.4129  8.8806  7.5071  0  0.0013  -0.0238
O  4.5706  6.607  8.889  -0.0098  0.0077  0.0227
O  1.3726  3.9762  8.9439  -0.0055  0.0132  0.026
O  9.7554  6.5395  8.7432  0.0067  -0.0067  0.0241
O  1.3034  10.1081  9.1563  0.0122  -0.0035  0.0225
O  6.0615  4.2129  9.0251  0.0024  -0.015  0.0292
O  3.6985  1.6135  8.7733  0.0184  -0.0138  0.0366
O  7.1416  8.9638  9.1498  -0.0079  0.0132  0.0317
O  9.6461  1.0742  9.0812  -0.0124  0.005  0.0243
O  8.228  2.5412  22.7478  -0.0121  0.0091  -0.0351
O  10.9851  5.5647  22.6405  -0.0049  0.0126  -0.0322
O  5.6249  0.1058  22.6375  -0.011  0.0154  -0.0291
O  5.3031  5.3996  22.6246  0.0115  -0.0086  -0.035
O  2.153  2.7955  22.4712  0.0063  -0.0155  -0.0332
O  3.3286  7.8601  22.5061  -0.013  0.0079  -0.0332
O  8.3898  8.7445  22.399  0.0141  -0.0024  -0.0308
O  -0.1609  11.2227  22.7486  0.0136  -0.013  -0.034
Si  2.1542  2.9671  12.8876  -0.0036  0.0016  0.0003
Si  8.6789  1.3121  10.3706  -0.0024  -0.003  -0.0084
Si  1.0623  4.4993  15.3404  0.0034  -0.0049  -0.0025
Si  7.5416  5.5822  12.1979  -0.0044  0.0004  0.0006
Si  2.4164  8.1825  21.1941  0.0027  -0.0079  0.0112
Si  5.4099  7.7879  12.4695  0.0018  0.0006  -0.0025
Si  9.2625  0.4515  15.5032  0.004  0.0053  -0.0044
Si  2.9137  -0.0369  16.6516  0.0046  -0.0014  0.0013
Si  10.4677  1.1549  12.6116  -0.0005  -0.0031  0.0039
Si  7.7652  2.8314  21.2215  0  -0.0075  0.0053
Si  9.1282  8.7816  14.4653  0.003  -0.0042  -0.0009
Si  1.4668  4.7739  10.3671  -0.0014  -0.0054  -0.0087
Si  4.4851  9.4848  19.1204  0.0013  0.0012  -0.0007
Si  11.075  6.0999  21.0979  0.0012  0.0061  0.005
Si  6.6156  10.447  14.8452  -0.0011  -0.0003  0.0016
Si  5.3895  0.7327  21.1562  0.0059  -0.0047  0.0023
Si  2.3432  9.8028  10.3938  -0.0029  0.0082  -0.0042
Si  0.434  10.633  21.3696  -0.0099  0.0057  0.0046
Si  5.8552  5.2556  21.1054  -0.0009  0.0009  0.0109
Si  3.6357  7.0817  10.113  0.0069  -0.0069  -0.0065
Si  9.0428  5.6852  14.8362  -0.0054  -0.0026  -0.0011
Si  3.6574  4.0882  19.0775  0.0017  -0.0062  0.0021
Si  10.0336  3.6586  19.3119  -0.0039  0.0029  -0.0021
Si  4.2548  8.6702  15.3556  0.0008  -0.0003  -0.004
Si  0.4527  1.9167  17.152  -0.0013  0.0026  -0.0026
Si  6.7939  7.5325  19.2301  0.0021  0.0038  -0.0043
Si  5.2588  3.6235  16.7323  -0.0022  -0.001  -0.0028
Si  7.7833  5.0062  17.5168  0.0042  0.0046  -0.0019
Si  6.6566  9.9262  10.3799  -0.0026  -0.001  -0.0155
Si  4.3782  1.0476  10.1112  -0.0024  0.0059  -0.0152
Si  -0.0374  9.0868  11.9107  0.0039  -0.0011  0.0035
Si  9.1059  8.6347  20.914  0.004  0.0036  0.0034
Si  4.5563  1.6667  14.5734  -0.0045  0.0012  0.0006
Si  2.4494  2.0858  21.0264  -0.0084  -0.0018  0.0079
Si  6.3281  3.3373  10.3784  0.0017  0.0035  -0.0105
Si  3.4305  5.9192  16.7225  0.0023  -0.0038  -0.0027
Si  9.8786  6.5354  10.3624  0.0007  -0.0063  -0.0061
O  0.1269  2.6254  18.587  0.0056  -0.0068  0.0006
O  2.9234  9.6352  15.5802  -0.0005  -0.0019  -0.0019
O  10.8631  4.8014  20.1443  -0.005  -0.0144  -0.0024
O  7.5809  2.4124  9.9299  0.0001  0.0017  0.0027
O  10.9234  5.3436  10.8129  -0.0024  0.001  -0.0063
O  6.5938  6.7387  12.8601  0.0017  -0.0001  -0.0073
O  10.3174  8.0599  10.785  0.0046  0.0101  -0.0013
O  7.6653  9.4554  13.9985  -0.0003  0.0008  -0.0028
O  8.407  6.2088  10.9688  -0.0102  -0.0055  0.0019
O  5.3597  10.4754  20.0711  -0.0059  -0.0117  -0.0006
O  2.1656  3.7312  11.4281  0.0036  -0.0079  0.0056
O  7.9745  8.5486  19.7438  -0.0116  -0.0041  -0.0016
O  6.2101  6.7345  20.5385  0.0035  0.0069  0.0008
O  5.5118  2.717  15.4028  0.0001  -0.0007  -0.0005
O  1.3061  0.9283  20.6953  0.0039  0.0033  0.0068
O  6.0403  9.0564  11.6221  -0.0072  -0.0097  0.0011
O  4.6212  4.992  16.1089  -0.0018  0.0025  0.0017
O  6.5925  3.9021  17.636  -0.0036  -0.0024  0.004
O  10.5213  10.6652  11.8163  -0.0004  0.0051  -0.0032
O  5.5815  0.496  13.9871  0.0007  0.0002  -0.0027
O  8.0214  5.0794  15.9248  0.0027  0.0004  -0.0035
O  9.7291  9.8128  15.5905  -0.0001  -0.0012  0.0023
O  -0.3972  5.1531  15.1248  0.0007  0.0008  0.0003
O  1.5772  6.8301  20.8027  -0.0003  -0.0011  0.0073
O  1.502  0.6384  17.1776  0.0002  0  0.0036
O  6.6002  1.7676  20.7993  -0.0001  0.0013  0.009
O  1.0149  1.7867  12.8347  -0.0028  -0.0021  -0.0045
O  3.2443  5.5024  18.3206  -0.0005  0.0053  0.0001
O  9.5286  2.0125  11.5871  0.0065  -0.0004  -0.0009
O  1.0105  3.1002  16.18  0.0001  0.0039  0.0008
O  8.583  5.1436  13.3714  0.0034  0.0012  0.0031
O  10.2768  8.5748  13.3187  -0.0067  0.0008  0.0052
O  1.4445  9.3965  21.6754  0.0006  0.0003  0.0033
O  10.0791  9.9419  20.5981  -0.0039  -0.004  0.0066
O  3.1797  0.2064  10.8796  -0.0008  -0.0027  -0.0058
O  5.0766  2.3538  10.8325  0.0017  -0.0027  -0.009
O  1.7386  4.1517  13.9119  -0.0031  0.0029  0.0036
O  7.9103  10.8717  10.853  -0.001  0.0042  -0.008
O  9.1294  4.4669  18.2346  -0.0067  0.004  -0.0001
O  5.634  9.4972  15.7692  0.0012  0.0003  0.0028
O  5.5277  -0.0345  9.7328  0.0005  0.0032  0.004
O  3.5947  2.3084  13.39  0.0028  -0.0012  -0.0016
O  1.9775  5.643  16.0471  -0.0025  -0.0004  -0.0009
O  9.7139  1.0453  14.047  -0.0016  -0.0016  0.0035
O  4.3899  6.9376  11.533  0.0089  0.0027  0.0047
O  4.7494  4.4869  20.2139  -0.013  -0.0057  -0.0043
O  9.9484  1.339  16.6578  -0.0019  -0.0035  0.0027
O  6.6634  4.3176  11.6425  0.0049  0.0079  -0.0015
O  5.5831  8.4048  18.5665  -0.0015  0.0006  0.0048
O  9.0838  2.7335  20.2745  0.0116  0.0054  -0.0026
O  3.6052  1.1377  15.78  0.0009  0.0003  0.001
O  4.2154  3.0779  17.8972  0.0055  0.0013  -0.0021
O  9.9231  7.2248  20.8777  -0.0009  -0.0002  0.0078
O  3.3427  8.6572  9.8141  -0.0021  0.0017  -0.003
O  3.931  7.4289  16.3713  -0.0007  0.0007  0.0013
O  7.6285  0.4809  15.7024  0.0002  -0.0008  0.0019
O  8.9157  7.2958  15.0493  0  0.0011  0.0002
O  3.9327  1.44  21.1402  0.002  0.0008  0.0083
O  1.5904  9.1349  11.6976  -0.0094  -0.0018  -0.0009
O  2.3202  6.1442  10.161  0.0001  0.0006  -0.0042
O  7.3513  6.4561  18.1392  0.0029  -0.0086  -0.0003
O  7.2191  4.364  21.1186  -0.0013  0.0024  0.0072
O  4.5424  8.2391  13.7919  -0.0033  0.0025  0.0044
O  3.3372  8.6609  19.9518  0.0133  0.0074  -0.0057
O  2.4919  3.2456  19.8678  0.0053  0.0134  -0.004
O  3.7412  10.3728  17.9701  -0.007  0.0039  -0.0044

Results
free energy: -135411.156 eV
free energy less fixed offsets of As -4856.12, O -568.88, Si -635.61 eV per atom: -6.356 eV

The program warned: the cutoff lies below the one the program advises for these potential files; the exchange-correlation potential is rough where the density is thin.
